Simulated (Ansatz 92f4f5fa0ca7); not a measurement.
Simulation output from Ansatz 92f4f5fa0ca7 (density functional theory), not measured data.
Periodic cell of 227 atoms, Si134O92H1, from a study of silicon, its oxide and their interface. The atomic structure is a simulated model.
Doubt: the cutoff is far below the 930 eV that the study's wrapper takes by default for these files, so forces and energies are approximate.
This geometry differs little from another in the collection (a relaxation step or a small displacement).

Settings: functional PBE; potential files Ansatz PAW; basis plane waves; wave-function cutoff 580 eV; density cutoff ratio 5; exchange-correlation grid ratio 1; k mesh 1 x 1 x 1, Gamma-centred; self-consistency stop 5e-08 eV per atom in the density residual; occupations fixed; spin none; net charge +1 e, with a uniform compensating background and no finite-size correction.

Cell vectors (angstrom)
a, 10.938, 0, 0
b, 0, 10.938, 0
c, 0, 0, 32.8847

Atoms and the computed forces on them: element, x, y, z (angstrom), force x, y, z (eV/angstrom)
Si, 0.2749, -0.2383, 25.4243, 0.1312, -0.1112, -0.0992
Si, 5.8613, -0.2525, 25.4151, 0.1096, -0.1279, -0.0894
Si, 2.526, 3.0745, 25.2765, -0.0568, 0.0922, -0.1566
Si, 7.9348, 3.2165, 25.3062, -0.057, 0.0643, -0.0943
Si, 0.2519, 5.3366, 25.2554, 0.0737, -0.0162, -0.0971
Si, 5.6949, 5.4905, 25.4295, 0.0982, -0.0499, -0.1303
Si, 2.4753, 8.4044, 25.4565, -0.1031, 0.0715, -0.0819
Si, 8.0006, 8.3629, 25.724, -0.1444, 0.1151, -0.2295
Si, 1.4009, 1.4468, 26.6492, 0.0049, -0.0499, 0.012
Si, 6.8878, 1.4771, 26.6374, 0.0082, -0.0052, -0.0148
Si, 4.088, 4.2013, 26.6465, 0.0252, 0.0267, -0.0149
Si, 9.5937, 4.2021, 26.6533, -0.0104, -0.0024, -0.0021
Si, 1.3326, 6.8414, 26.7605, 0.0207, 0.0188, -0.0362
Si, 6.796, 6.8572, 26.979, 0.0115, -0.0111, -0.0004
Si, 4.1282, 9.6081, 26.6772, 0.0387, 0.0042, -0.0198
Si, 9.6302, 9.6185, 26.8056, 0.0299, 0.0262, -0.0054
Si, 2.7447, 0.0452, 28.0589, -0.0327, -0.01, -0.0289
Si, 8.2049, 0.0721, 28.0863, -0.0314, -0.0343, -0.0343
Si, -0.0272, 2.7487, 28.0475, 0.0159, 0.0143, -0.0104
Si, 5.4366, 2.7616, 28.039, -0.0047, 0.0148, -0.0134
Si, 2.7365, 5.4917, 28.0991, -0.0218, -0.0285, -0.0236
Si, 8.2467, 5.4645, 28.1508, -0.042, -0.0232, -0.0367
Si, -0.014, 8.1929, 28.143, 0.0131, 0.0146, -0.0426
Si, 5.3858, 8.2515, 28.1677, 0.0168, 0.0381, -0.0483
Si, 4.1018, 1.3673, 29.4664, 0.0975, 0.1458, -0.1731
Si, 9.5708, 1.3673, 29.4664, 0.0721, 0.2695, 0.0417
Si, 1.3673, 4.1018, 29.4664, -0.0965, -0.0377, -0.269
Si, 6.8362, 4.1018, 29.4664, -0.0374, -0.2388, -0.1405
Si, 4.1018, 6.8362, 29.4664, -0.3811, 0.0081, 0.4496
Si, 9.5708, 6.8362, 29.4664, 0.0498, 0.043, 0.5644
Si, 1.3673, 9.5708, 29.4664, 0.2193, 0.1163, -0.1654
Si, 6.8362, 9.5708, 29.4664, -0.0061, 0.3699, -0.0732
Si, 0, 0, 30.8337, 0.0658, 0.0276, -0.0406
Si, 5.469, 0, 30.8337, 0.1029, 0.0421, 0.0024
Si, 2.7345, 2.7345, 30.8337, -0.005, -0.0284, -0.046
Si, 8.2035, 2.7345, 30.8337, -0.0259, -0.031, 0.0134
Si, 0, 5.469, 30.8337, 0.0176, 0.0321, 0.0244
Si, 5.469, 5.469, 30.8337, 0.0497, 0.0362, -0.04
Si, 2.7345, 8.2035, 30.8337, 0.031, -0.0408, 0.0404
Si, 8.2035, 8.2035, 30.8337, 0.0425, -0.0268, -0.0342
Si, 1.3673, 1.3673, 32.2009, 0.0015, 0.0133, -0.0026
Si, 6.8362, 1.3673, 32.2009, -0.0087, 0.0002, -0.0147
Si, 4.1018, 4.1018, 32.2009, -0.0105, 0.0167, -0.0223
Si, 9.5708, 4.1018, 32.2009, -0.0052, 0.021, -0.0372
Si, 1.3673, 6.8362, 32.2009, -0.0186, 0.0528, -0.0165
Si, 6.8362, 6.8362, 32.2009, -0.0287, 0.0401, -0.0106
Si, 4.1018, 9.5708, 32.2009, -0.0264, -0.0235, -0.041
Si, 9.5708, 9.5708, 32.2009, -0.0718, -0.0345, -0.0098
Si, 2.7345, 0, 0.6835, 0.0587, -0.0609, 0.0132
Si, 8.2035, 0, 0.6835, -0.0244, 0.0469, 0.0371
Si, 0, 2.7345, 0.6835, -0.0367, 0.0248, -0.0072
Si, 5.469, 2.7345, 0.6835, 0.0748, -0.0488, 0.0178
Si, 2.7345, 5.469, 0.6835, 0.0065, 0.0087, 0.0305
Si, 8.2035, 5.469, 0.6835, 0.0322, -0.0231, 0.0097
Si, 0, 8.2035, 0.6835, 0.0792, -0.0444, 0.0188
Si, 5.469, 8.2035, 0.6835, -0.0178, 0.0383, -0.0078
Si, 4.1018, 1.3673, 2.0507, -0.0887, 0.0339, 0.0086
Si, 9.5708, 1.3673, 2.0507, 0.0955, 0.0436, -0.003
Si, 1.3673, 4.1018, 2.0507, -0.0576, -0.0786, -0.0157
Si, 6.8362, 4.1018, 2.0507, -0.0484, 0.0906, 0.0134
Si, 4.1018, 6.8362, 2.0507, 0.1013, 0.0824, 0.0316
Si, 9.5708, 6.8362, 2.0507, -0.1497, 0.0309, 0.0544
Si, 1.3673, 9.5708, 2.0507, -0.059, -0.0172, -0.0152
Si, 6.8362, 9.5708, 2.0507, -0.0905, -0.1908, 0.0051
Si, 0, 0, 3.418, 0.2499, 0.2364, -0.4379
Si, 5.469, 0, 3.418, -0.1219, -0.2154, 0.2901
Si, 2.7345, 2.7345, 3.418, -0.147, -0.1682, -0.2126
Si, 8.2035, 2.7345, 3.418, 0.1955, 0.198, 0.1927
Si, 0, 5.469, 3.418, 0.0471, -0.5081, 0.3622
Si, 5.469, 5.469, 3.418, 0.3002, 0.0185, -0.0454
Si, 2.7345, 8.2035, 3.418, -0.1601, -0.0001, -0.0586
Si, 8.2035, 8.2035, 3.418, -0.2904, -0.2105, -0.3306
Si, 1.382, 1.3367, 4.7957, 0.0341, 0.0328, -0.0433
Si, 6.8473, 1.3759, 4.7679, 0.0273, -0.0322, 0.0357
Si, 4.0935, 4.0913, 4.7325, -0.0019, 0.0084, 0.0459
Si, 9.6107, 4.0282, 4.8975, 0.029, 0.0153, -0.0089
Si, 1.3968, 6.7947, 4.7777, -0.0555, 0.0317, 0.0317
Si, 6.8927, 6.7942, 4.8112, -0.0104, 0.0181, 0.0148
Si, 4.0491, 9.5526, 4.8226, 0.0258, 0.0217, -0.0397
Si, 9.5496, 9.6001, 4.6812, -0.0246, -0.0178, 0.0105
Si, 2.6917, 0.0046, 6.2451, 0.0861, 0.0607, -0.0556
Si, 8.227, -0.0249, 6.1013, -0.0143, 0.0491, -0.1451
Si, 0.0476, 2.5528, 6.3161, -0.0197, -0.0407, 0.0055
Si, 5.4529, 2.7236, 6.0835, -0.0335, 0.0236, -0.0369
Si, 2.7267, 5.3852, 6.1623, 0.0042, -0.049, -0.011
Si, 8.2977, 5.4443, 6.2992, -0.0395, 0.0157, 0.0277
Si, -0.0942, 8.1801, 5.9806, 0.1309, 0.0336, -0.1954
Si, 5.3866, 8.1071, 6.1131, 0.0102, -0.0207, 0.0262
Si, 3.9086, 1.6221, 7.4854, -0.0337, 0.1112, 0.1071
Si, 9.7979, 0.8459, 7.6447, -0.4044, 0.5276, 0.1601
Si, 1.6392, 3.8012, 7.5545, 0.0669, -0.0196, 0.0687
Si, 6.6504, 4.2084, 7.441, -0.0187, 0.0259, 0.09
Si, 4.4052, 6.4051, 7.4712, 0.0155, -0.0773, 0.0842
Si, 9.3081, 7.295, 7.5098, -0.1409, 0.0372, 0.2227
Si, 1.0942, 9.5772, 7.3663, 0.1973, -0.5127, 0.1325
Si, 6.9322, 9.3949, 7.2627, 0.0426, -0.1349, 0.1433
O, 5.5495, 5.323, 7.9769, -0.0069, 0.0108, -0.1336
O, -0.2637, -0.6352, 8.4045, -0.0161, -0.081, 0.2938
O, 2.8114, 2.73, 8.0164, -0.0129, -0.0275, -0.124
O, 7.9528, 8.1973, 7.7226, 0.0004, 0.0033, -0.0887
O, 1.4059, 9.57, 24.9593, -0.068, 0.0678, 0.2014
O, 6.7576, 4.3221, 24.9095, -0.0067, -0.0067, 0.1646
O, 6.9696, 9.4955, 25.1019, 0.072, -0.036, 0.2489
O, -0.3139, 6.0537, 23.8556, -0.0274, -0.0009, 0.0784
O, 6.5148, 10.1853, 8.6559, -0.0351, -0.0082, -0.0885
O, 1.1036, 4.4583, 8.9685, -0.0177, -0.0349, -0.1398
O, 1.6888, 8.5104, 8.4901, -0.0802, 0.2205, -0.2063
O, 7.2122, 3.351, 8.7262, 0.0195, -0.0089, -0.073
O, 9.9597, 7.6527, 9.0339, 0.0117, 0.1768, -0.1651
O, 4.6125, 1.0907, 8.8883, -0.0014, -0.0253, -0.0784
O, 3.7684, 6.8855, 8.9228, -0.0161, 0.0657, -0.0762
O, 9.1951, 1.5561, 8.9968, 0.197, -0.1727, -0.3636
O, 5.5054, 0.2536, 23.8945, 0.0159, 0.0241, 0.1558
O, 8.6659, 2.8967, 23.8661, -0.02, 0.028, 0.1611
O, 8.421, 6.1243, 22.2379, -0.0067, -0.0075, 0.0771
O, 5.2652, 6.4179, 24.1274, -0.0388, -0.0066, 0.0683
O, 8.4773, 7.3798, 24.5138, 0.051, 0.023, 0.0309
O, 3.3221, 2.4761, 23.947, -0.0288, 0.0354, 0.1676
O, 2.894, 7.5783, 24.0898, 0.017, -0.0108, 0.0963
O, 10.5467, 0.2994, 24.0226, 0.0119, -0.0294, 0.1146
Si, 5.6644, 10.0441, 12.3386, 0.0644, 0.0168, 0.2588
Si, 9.5246, 4.9352, 14.6752, -0.0262, -0.0178, 0.101
Si, 17.8217, 15.2523, 16.4841, -0.0343, 0.0009, 0.1299
Si, 2.8734, 8.4277, 18.3567, 0.0088, -0.0139, 0.0633
Si, 4.1861, 4.1743, 14.865, 0.0203, 0.0047, 0.0621
Si, 0.0661, 0.6906, 22.4957, 0.0132, 0.0161, -0.1779
Si, 3.6293, 14.2788, 19.7879, 0.0403, 0.0406, 0.0196
Si, -2.2888, 2.5521, 22.2797, -0.0475, -0.0649, -0.188
Si, -2.3299, 9.5884, 12.2179, -0.0211, 0.0262, 0.3029
Si, 2.967, 1.7768, 22.4992, -0.0937, -0.0582, -0.1563
Si, 6.1909, 2.0033, 18.4464, 0.0258, -0.0031, 0.114
Si, 8.1688, 2.571, 9.7711, -0.041, 0.0259, 0.1935
Si, 10.2043, -1.815, 9.7258, -0.0464, -0.3708, 0.4239
Si, 14.0286, 8.2991, 9.331, -0.0023, -0.0039, 0.2103
Si, 1.3897, 7.79, 11.4698, 0.0554, -0.1079, 0.2196
Si, 7.224, 11.3893, 20.896, 0.0663, 0.0045, -0.0272
Si, 8.5374, 5.2877, 20.848, 0.0005, -0.0095, -0.0908
Si, 1.5291, 4.7533, 10.5172, 0.0344, -0.007, 0.2622
Si, 14.7972, -4.4586, 20.2411, -0.0115, -0.0242, -0.0596
Si, -1.1627, 9.3863, 21.2383, -0.0696, 0.0143, -0.0648
Si, 6.6141, 6.2989, 18.9061, 0.0354, 0.0046, 0.0631
Si, 12.6093, 1.6144, 18.0123, 0.0092, 0.0062, 0.086
Si, 3.7692, -1.3388, 14.615, 0.0244, 0.0218, 0.1326
Si, 11.3556, 7.9416, 16.7163, -0.036, -0.0284, 0.1131
Si, 2.6807, 12.5659, 14.11, 0.0233, -0.0103, 0.0862
Si, 4.9304, -0.5149, 22.5695, -0.0105, 0.0202, -0.1952
Si, 10.9561, 2.4228, 15.4996, 0.0024, -0.0041, 0.082
Si, 4.0983, 10.858, 17.3244, 0.0122, -0.0345, 0.0772
Si, 2.9151, 6.9004, 15.9303, 0.0063, 0.0027, 0.0904
Si, 3.8202, 3.4693, 12.0748, -0.0216, -0.0131, 0.1869
Si, -1.5807, 7.3798, 18.9878, 0.0027, 0.0063, 0.0594
Si, 6.4901, 1.9588, 12.1889, -0.0363, 0.0077, 0.228
Si, 8.9719, 12.4516, 13.5564, 0.0001, -0.0166, 0.1133
Si, 9.9448, 3.6431, 11.9311, -0.0079, -0.0429, 0.1976
Si, 9.3817, 6.9549, 23.2495, -0.0237, 0.0774, -0.0626
Si, 4.2585, 7.3448, 23.2259, 0.019, -0.0113, -0.0784
Si, 5.0715, -0.4106, 9.312, 0.0478, 0.0136, 0.1311
Si, 10.5767, -3.0937, 13.9863, -0.012, 0.0399, 0.1264
O, 7.2988, 1.7065, 21.9492, -0.0141, 0.0227, 0.0528
O, 3.7603, 9.7887, 18.5324, -0.0097, 0.0101, -0.025
O, 8.899, 3.7879, 21.2674, 0.0024, 0.0117, 0.0676
O, 8.7838, 10.9017, 13.1474, 0.0042, -0.0367, -0.0828
O, 9.9589, 8.6574, 19.7951, -0.0029, -0.0198, 0.0182
O, 10.909, 8.7467, 15.3352, -0.0075, -0.004, -0.0672
O, 13.8034, 8.3389, 10.9613, 0.0063, 0.0108, -0.1536
O, 1.3669, 1.6209, 22.4929, 0.0483, 0.0127, 0.0423
O, 3.9923, 4.5499, 13.2859, -0.0134, -0.005, -0.0582
O, 9.6402, 5.9951, 19.8422, 0.0023, 0.0128, 0.0088
O, 3.4612, -8.1964, 21.2938, -0.0019, -0.0137, 0.0638
O, 11.9342, 7.6547, 13.0481, 0.0202, 0.0167, -0.1273
O, 1.3016, 6.3424, 10.7513, -0.0248, 0.0249, -0.0921
O, 5.1297, 13.8735, 19.2732, -0.0145, -0.0123, -0.0117
O, 11.3561, -1.9953, 10.8399, -0.0982, 0.1487, -0.2079
O, 5.8298, 10.621, 21.2273, -0.0491, -0.0231, 0.0819
O, 9.0041, -1.1676, 10.6148, 0.1288, 0.0131, -0.3263
O, 3.0341, 8.1508, 14.8618, -0.0002, 0.0098, -0.0664
O, 3.5523, 13.6008, 15.0794, 0.0002, -0.0041, -0.0409
O, -1.0699, 1.6102, 21.8514, 0.0246, 0.0005, 0.0865
O, 1.3234, 6.6707, 16.2264, 0.0079, 0.0016, -0.0291
O, 3.0428, 4.2059, 10.8408, -0.008, 0.0316, -0.1028
O, 7.0392, 9.1924, 12.204, -0.0059, 0.0112, -0.1043
O, 7.2083, 1.1406, 19.4074, -0.0194, 0.0248, -0.045
O, 4.7656, -1.7097, 13.3902, 0.0131, -0.0045, -0.1063
O, 0.147, 10.3084, 21.5431, 0.0035, 0.0006, 0.0858
O, 8.2391, 15.6374, 15.6543, 0.0219, -0.0004, -0.0637
O, 2.9872, 2.143, 12.5735, 0.0079, 0.0074, -0.0627
O, 16.2859, 0.8811, 17.6346, -0.0316, -0.041, -0.0537
O, 14.8926, -4.4059, 21.8595, 0.0061, 0.0165, 0.0907
O, 11.4215, 13.1196, 17.0343, -0.0286, 0.0032, -0.0403
O, 9.004, 14.6436, 10.5931, -0.0136, -0.0077, -0.1042
O, 9.9606, 6.4908, 14.6325, 0.0133, 0.003, -0.0513
O, -7.3152, 7.4273, 17.2985, 0.0093, -0.0068, -0.0546
O, 1.1229, 1.8289, 14.4744, -0.0124, 0.0106, -0.0538
O, 1.3812, 8.8369, 17.7298, -0.0127, -0.006, -0.0444
O, 2.4777, 13.76, 18.7585, -0.0402, -0.0257, -0.0261
O, 15.9354, -0.6965, 10.882, -0.013, 0.007, -0.1351
O, 10.7519, 4.0256, 15.253, 0.0126, 0.0077, -0.0257
O, 7.3108, 1.6309, 10.8016, 0.0267, -0.0037, -0.1656
O, 3.5153, 11.1854, 22.3071, 0.001, -0.0007, 0.0806
O, 5.3615, 3.0324, 11.7338, 0.018, -0.001, -0.0943
O, 3.4861, 5.4292, 15.6114, -0.0049, 0.0068, -0.0445
O, 2.9234, 10.942, 14.1757, -0.004, 0.0004, -0.0535
O, -3.3648, 13.3122, 13.3519, -0.0228, -0.009, -0.0745
O, 7.7351, 7.4951, 18.775, -0.0107, -0.0111, -0.02
O, 4.5269, -0.9133, 15.989, -0.0059, -0.0093, -0.0534
O, 9.2845, 4.5838, 13.0867, -0.0067, -0.0045, -0.1011
O, 4.841, 8.8242, 22.8588, 0.0002, -0.0488, 0.0491
O, 5.8312, 11.5722, 12.8698, 0.0221, -0.0033, -0.1011
O, -1.4049, 1.6794, 15.083, 0.0151, 0.0019, -0.0262
O, 11.9698, 0.7099, 19.2009, -0.0107, -0.0371, -0.0311
O, 3.4747, 4.9609, 19.8191, -0.0099, 0.0162, 0.0096
O, 9.4529, 8.4331, 12.9705, -0.0027, -0.0007, -0.0809
O, 7.125, 5.2321, 20.0412, 0.0068, 0.0183, 0.0255
O, -0.8684, 7.3849, 17.5321, 0.0426, 0.0064, -0.0694
O, 5.7226, 4.0938, 15.3659, -0.0101, -0.0097, -0.0504
O, 8.4039, 10.2754, 21.1223, 0.0314, -0.0283, 0.0321
O, 10.0387, 13.046, 12.4713, 0.017, 0.0367, -0.0859
O, 9.8161, 8.2992, 22.4514, 0.0143, -0.056, 0.076
O, -10.41, 4.0353, 11.5661, 0.0059, 0.0088, -0.1023
O, 5.2469, -4.0066, 19.5004, 0.0003, 0.002, 0.0036
O, 7.0398, 13.8962, 17.4103, 0.0173, 0.0189, -0.0644
O, 13.6654, 11.7144, 17.0695, -0.0132, 0.0051, -0.0331
O, 3.977, -1.4394, 8.69, -0.0171, -0.0412, -0.0572
O, 2.7395, 7.59, 19.755, 0.0075, 0.0116, 0.0022
O, 1.3654, 4.1836, 24.7819, 0.0194, -0.0215, 0.1875
O, 6.4517, 16.4934, 17.4649, 0.0031, -0.0082, -0.0575
H, 11.6645, -0.1867, 18.9841, 0.0274, 0.056, -0.013

Results
free energy: -137528.447 eV
free energy less fixed offsets of H -15.97, O -568.88, Si -635.61 eV per atom: -3.777 eV

The program warned: the cutoff lies below the one the program advises for these potential files; the exchange-correlation potential is rough where the density is thin.
